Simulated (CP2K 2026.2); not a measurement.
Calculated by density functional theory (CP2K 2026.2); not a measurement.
Periodic cell of 504 atoms, Si360O144, from a study of silicon, its oxide and their interface. The atomic structure is a simulated model.
Doubt: the forces sum to 1.72 eV/angstrom along one axis rather than to zero, so they err by at least 0.0034 eV/angstrom per atom on average; the grid cutoff is modest.

Settings: functional PBE; method Gaussian and plane waves; basis set DZVP-MOLOPT-SR-GTH; pseudopotentials GTH-PBE; grid cutoff 350 Ry, relative cutoff 50 Ry; k points Gamma only; occupations fixed; spin none; net charge 0.

Cell vectors (angstrom)
a	16.32	0	0
b	0	16.32	0
c	-6.655	4.6433	33.5414

Atoms and the computed forces on them: element, x, y, z (angstrom), force x, y, z (eV/angstrom)
Si	-5.07	19.398	33.408	-0.285	0.242	0.702
Si	3.8	1.642	0.192	0.039	-0.117	0.73
Si	1.601	3.847	0.09	-0.119	0.213	0.753
Si	4.419	6.595	0.037	-0.247	0.085	0.781
Si	1.141	9.767	0.215	0.03	-0.152	0.759
Si	-2.918	17.043	33.487	0.345	-0.102	0.65
Si	7.155	14.76	0.001	-0.32	0.131	0.712
Si	9.718	1.06	0.183	-0.005	0.248	0.77
Si	6.492	4.266	0.067	0.222	-0.049	0.763
Si	9.325	7.03	0.222	0.018	-0.192	0.774
Si	0.499	13.912	33.532	-0.181	0.202	0.72
Si	2.739	17.152	33.524	0.184	-0.291	0.67
Si	11.983	15.246	0.143	0.133	-0.1	0.762
Si	14.683	1.639	0.04	0.182	-0.133	0.753
Si	12.501	3.902	0.061	-0.233	0.102	0.74
Si	14.767	6.984	0.096	0.166	-0.144	0.726
Si	12.422	9.073	0.047	-0.039	0.285	0.716
Si	15.226	11.936	0.037	-0.179	0.109	0.741
Si	2.644	16.301	1.336	-0.001	-0.013	-0.047
Si	5.394	2.756	1.466	0.011	0.009	-0.06
Si	2.765	5.473	1.329	0.021	-0.007	-0.046
Si	5.528	8.186	1.337	0.008	-0.001	-0.061
Si	2.702	10.94	1.452	-0.009	-0.004	-0.042
Si	5.445	13.57	1.162	-0.014	-0.006	-0.047
Si	8.169	16.261	1.484	-0.002	-0.004	-0.05
Si	10.887	2.736	1.341	0	0.018	-0.04
Si	8.104	5.412	1.374	-0.014	-0.007	-0.047
Si	10.897	8.123	1.532	-0.014	-0.009	-0.057
Si	8.249	10.891	1.287	-0.003	0.011	-0.055
Si	10.896	13.609	1.399	-0.001	0.013	-0.067
Si	13.581	16.39	1.399	0.002	0.016	-0.095
Si	-0.003	2.707	1.365	-0.007	0.008	-0.06
Si	13.621	5.434	1.424	-0.001	0.002	-0.04
Si	-0.026	8.159	1.427	-0.017	0.005	-0.046
Si	13.559	10.801	1.258	0.011	-0.021	-0.073
Si	0	13.629	1.253	0.016	-0.015	-0.071
Si	1.301	1.31	2.734	0.01	0.021	0.023
Si	4.051	4.127	2.798	-0.015	0.021	0.04
Si	1.387	6.8	2.707	0.001	-0.015	0.008
Si	4.113	9.524	2.683	0.009	-0.018	0
Si	1.335	12.326	2.746	-0.038	0.004	0.03
Si	4.11	14.945	2.614	0.005	0	-0.005
Si	6.789	1.358	2.741	-0.009	0.012	0.012
Si	9.504	4.067	2.702	0.006	0.011	0.01
Si	6.813	6.816	2.765	-0.016	-0.009	0.038
Si	9.563	9.59	2.762	-0.025	-0.005	0.022
Si	6.789	12.224	2.61	0.004	-0.012	0.001
Si	9.526	14.909	2.818	0.024	0.008	0.043
Si	12.227	1.407	2.771	-0.011	-0.009	0.043
Si	15.004	4.088	2.754	0.007	-0.009	0.021
Si	12.241	6.73	2.822	0.004	-0.009	0.022
Si	14.903	9.518	2.744	-0.001	0.011	0.04
Si	12.272	12.205	2.669	0.008	-0.013	0.004
Si	14.964	14.967	2.656	0.007	0.001	0.008
Si	-0.032	16.29	4.095	0.004	0.002	0.004
Si	2.682	2.702	4.079	-0.001	0.007	-0.011
Si	0.039	5.449	4.096	-0.005	-0.004	0.001
Si	2.741	8.173	4.054	0.002	0	-0.002
Si	-0.025	10.906	4.065	-0.006	0.003	-0.014
Si	2.75	13.644	4.061	-0.002	0.006	-0.013
Si	5.418	16.299	4.051	-0.018	-0.029	0
Si	8.164	2.712	4.083	0.001	0.01	-0.001
Si	5.436	5.475	4.13	0.009	0	-0.018
Si	8.189	8.189	4.089	0.015	-0.019	-0.015
Si	5.463	10.886	4.039	0.021	0.021	-0.004
Si	8.118	13.546	4.078	0.001	-0.018	-0.004
Si	10.885	16.326	4.115	-0.001	0	-0.009
Si	13.614	2.74	4.112	-0.007	0.004	-0.018
Si	10.848	5.393	4.124	0.011	-0.009	0.012
Si	13.593	8.146	4.128	0.009	0.015	-0.016
Si	10.917	10.917	4.11	-0.002	0.002	0.004
Si	13.619	13.59	4.025	-0.012	0.003	0.003
Si	1.352	14.941	16.331	-0.003	-0.004	-0.004
Si	4.104	17.693	16.298	-0.007	0.002	-0.007
Si	1.366	4.122	16.293	-0.006	0.001	-0.008
Si	4.091	6.806	16.301	0.009	0.009	-0.01
Si	1.347	9.524	16.303	0.011	-0.005	-0.01
Si	4.058	12.23	16.338	0.001	-0.005	-0.009
Si	6.772	14.956	16.298	-0.005	0.005	-0.003
Si	9.516	17.693	16.326	-0.005	-0.004	-0.01
Si	6.817	4.071	16.326	-0.007	0.007	-0.001
Si	9.546	6.808	16.312	0.005	-0.003	-0.007
Si	6.793	9.509	16.334	0.003	-0.01	-0.006
Si	9.52	12.218	16.321	-0.014	0.016	-0.008
Si	12.228	14.932	16.318	0	-0.014	-0.001
Si	-1.347	17.676	16.265	-0.001	0.003	-0.015
Si	12.244	4.099	16.296	0.004	-0.003	-0.012
Si	-1.353	6.826	16.332	0.002	0.009	-0.003
Si	12.24	9.508	16.354	-0.02	0.007	-0.002
Si	-1.361	12.233	16.343	0.008	-0.003	0
Si	2.737	16.332	17.626	0.007	0.004	0.01
Si	5.456	2.712	17.697	0.008	-0.004	0.001
Si	2.756	5.448	17.667	-0.015	0.003	-0.001
Si	5.39	8.183	17.692	0.004	-0.005	0.014
Si	2.667	10.876	17.69	0.001	-0.007	-0.009
Si	5.431	13.592	17.676	-0.013	0.007	0.022
Si	8.103	16.341	17.646	-0.003	-0.005	-0.02
Si	10.909	2.735	17.663	-0.009	0.008	0.012
Si	8.196	5.444	17.652	0.005	-0.005	0.007
Si	10.889	8.137	17.73	0	-0.008	-0.003
Si	8.189	10.835	17.686	-0.002	0	-0.005
Si	10.873	13.563	17.692	0.013	-0.005	0.02
Si	-2.688	16.299	17.613	0.003	0.005	-0.01
Si	-0.031	2.768	17.599	0.004	-0.014	0.006
Si	-2.754	5.487	17.666	0.001	0.013	0.004
Si	0.039	8.164	17.696	-0.01	0.017	0.01
Si	-2.713	10.866	17.707	-0.011	-0.011	0.021
Si	-0.007	13.585	17.725	0.012	0.005	-0.005
Si	1.368	17.751	18.9	0.008	0.007	-0.032
Si	4.094	4.078	19.04	-0.003	0.008	-0.006
Si	1.441	6.818	19.045	0.023	0.027	-0.021
Si	3.968	9.511	19.078	-0.013	-0.018	-0.037
Si	1.332	12.208	19.106	-0.003	0.001	0.006
Si	4.072	14.981	19.021	-0.004	0.019	-0.04
Si	6.797	17.679	19.09	0.007	-0.024	0
Si	9.57	4.11	19.034	0.015	0.016	-0.031
Si	6.812	6.816	18.964	0.017	-0.001	-0.043
Si	9.55	9.497	19.1	-0.014	0.024	-0.003
Si	6.781	12.166	18.994	-0.008	0.01	-0.026
Si	9.447	14.958	18.949	-0.007	-0.011	-0.02
Si	12.318	17.674	18.954	0.001	0.019	-0.027
Si	-1.392	4.123	18.969	0.009	-0.012	-0.026
Si	12.241	6.792	19.129	-0.003	-0.023	0.013
Si	-1.337	9.499	19.062	-0.001	0.01	-0.017
Si	12.242	12.206	19.088	0.001	-0.008	-0.037
Si	-1.376	14.979	19.044	-0.01	-0.005	-0.004
Si	0.001	16.443	20.253	0.004	0.008	0.055
Si	2.705	19.035	20.353	-0.003	-0.018	0.062
Si	0.067	5.407	20.277	-0.014	-0.013	0.051
Si	2.683	8.159	20.569	0.009	-0.013	0.05
Si	-0.05	10.874	20.501	-0.005	-0.019	0.056
Si	2.681	13.639	20.387	0.013	0.017	0.058
Si	5.433	16.303	20.455	-0.003	-0.013	0.048
Si	8.216	19.058	20.377	0.017	0	0.056
Si	5.483	5.459	20.331	-0.002	0.02	0.062
Si	8.105	8.17	20.39	-0.025	-0.003	0.065
Si	5.339	10.888	20.368	0.003	0.008	0.05
Si	8.155	13.524	20.308	0.008	-0.003	0.032
Si	10.865	16.337	20.197	-0.006	0.023	0.035
Si	-2.719	19.088	20.351	-0.019	-0.005	0.047
Si	10.887	5.435	20.52	-0.01	-0.012	0.057
Si	-2.62	8.08	20.46	0.005	0.013	0.055
Si	10.974	10.751	20.509	0.025	0.008	0.056
Si	-2.742	13.645	20.434	-0.003	-0.014	0.046
Si	1.478	15.263	21.583	-0.074	-0.183	-0.773
Si	3.743	17.412	21.679	0.227	0.093	-0.715
Si	1.171	3.912	21.679	0.21	0.09	-0.724
Si	4.386	6.973	21.736	-0.261	-0.076	-0.762
Si	0.962	9.228	21.869	0.253	0.124	-0.746
Si	4.268	12.523	21.698	-0.118	-0.142	-0.71
Si	6.591	14.632	21.648	0.094	0.168	-0.776
Si	9.834	17.884	21.603	-0.122	-0.006	-0.735
Si	7.067	4.333	21.634	-0.143	-0.122	-0.718
Si	9.231	6.614	21.73	0.177	0.134	-0.691
Si	6.466	9.307	21.662	0.155	0.064	-0.781
Si	9.737	12.381	21.629	-0.162	-0.224	-0.724
Si	11.861	14.769	21.588	0.33	0.118	-0.657
Si	-1.058	18.041	21.604	-0.077	-0.106	-0.733
Si	-4.273	3.791	21.8	0.103	0.246	-0.72
Si	-1.055	6.809	21.73	-0.245	-0.054	-0.707
Si	-3.638	9.666	21.848	-0.269	-0.121	-0.717
Si	-1.625	12.098	21.796	0.211	0.138	-0.758
Si	8.268	5.393	30.613	0.061	0.055	0.081
Si	10.037	10.366	31.502	-0.042	0.045	0.174
Si	9.597	8.049	24.543	-0.088	-0.106	-0.241
Si	6.247	11.441	26.054	-0.063	-0.113	0.057
Si	1.273	10.08	24.905	-0.002	-0.038	-0.117
Si	8.206	5.796	26.129	0.171	-0.188	-0.056
Si	2.968	5.204	23.953	0.012	-0.077	-0.142
Si	7.173	7.356	28.553	-0.088	-0.058	0.053
Si	5.283	14.418	30.696	0.011	-0.033	0.015
Si	6.973	12.657	28.809	0.069	0.076	0.033
Si	8.565	15.858	23.729	0.095	-0.047	-0.126
Si	-0.461	14.143	23.885	-0.05	0.055	-0.207
Si	1.332	7.789	28.709	0.044	0.061	0.03
Si	-1.682	16.877	24.435	0.05	-0.131	-0.041
Si	3.485	12.196	24.662	-0.064	-0.025	-0.138
Si	-2.466	5.375	30.887	-0.067	-0.033	0.073
Si	1.715	7.489	31.655	-0.057	0.06	0.074
Si	-4.401	17.676	25.887	0.033	0.04	-0.118
Si	1.122	17.394	25.718	0.017	0.034	0.01
Si	9.072	15.084	28.769	-0.089	-0.062	0.039
Si	-4.057	12.656	31.581	0.003	-0.077	0.083
Si	7.114	3.717	24.477	0.064	-0.045	-0.165
Si	6.104	19.417	30.745	-0.018	0	0.09
Si	5.516	18.202	26.548	0.031	-0.106	-0.079
Si	8.184	10.774	23.852	-0.052	-0.065	-0.189
Si	8.615	10.105	28.783	-0.049	0.099	0.068
Si	3.029	16.365	30.529	0.053	0.049	0.173
Si	-4.58	13.554	28.859	-0.023	-0.049	-0.05
Si	0.257	14.885	30.549	0.066	-0.022	0.122
Si	8.101	16.936	26.572	0.044	0.053	0.072
Si	-1.603	6.95	28.505	0.108	-0.105	0.053
Si	1.169	12.86	28.363	-0.065	-0.002	-0.024
Si	-0.53	19.409	30.818	0.091	0.144	0.073
Si	1.014	19.355	28.028	-0.072	0.043	-0.055
Si	5.003	8.886	27.107	0.076	-0.06	0.088
Si	-1.03	11.393	26.575	-0.035	0.006	-0.076
Si	-5.22	4.264	30.453	0	-0.103	0.125
Si	9.553	19.46	25.762	-0.012	0.023	-0.028
Si	-3.635	12.967	26.141	-0.015	-0.063	0.102
Si	-1.923	16.827	30.699	-0.138	0.039	0.042
Si	-3.539	18.62	28.573	0.086	0.165	0.06
Si	-5.381	11.06	27.48	0.05	0.119	-0.096
Si	3.529	18.604	24.487	-0.005	-0.008	-0.022
Si	2.954	10.353	28.877	-0.032	-0.096	0.09
Si	-2.568	5.265	24.036	0.072	-0.04	-0.062
Si	2.673	7.476	26.048	0.059	0.039	-0.099
Si	-3.833	8.094	24.663	0.109	0.055	-0.163
Si	3.8	19.068	28.985	-0.125	-0.045	0.066
Si	7.447	16.742	30.735	0	0.055	0.049
Si	11.261	15.127	24.392	-0.029	0.002	-0.034
Si	1.751	14.32	25.811	-0.071	-0.036	-0.053
Si	-1.565	4.269	26.877	-0.007	-0.125	-0.06
Si	3.916	9.788	31.664	0.04	-0.018	0.115
Si	-3.014	9.263	27.286	0.016	0.04	-0.164
Si	1.375	14.97	5.439	0.001	-0.006	0.013
Si	4.067	1.347	5.421	-0.003	0.015	0.007
Si	1.358	4.069	5.46	0.005	-0.004	0.007
Si	4.072	6.828	5.463	-0.004	-0.001	0.002
Si	1.363	9.537	5.403	-0.006	-0.005	-0.003
Si	4.091	12.245	5.403	-0.003	-0.005	0.011
Si	6.781	14.944	5.421	0.01	0.007	0.012
Si	9.514	1.358	5.459	0.008	-0.003	0.004
Si	6.805	4.083	5.444	0.004	0.003	0.007
Si	9.52	6.806	5.454	-0.006	0.008	0.012
Si	6.805	9.535	5.432	-0.002	0.002	0.004
Si	9.512	12.239	5.451	0	0.009	0.021
Si	12.26	14.945	5.421	0.006	0	0.011
Si	14.951	1.349	5.454	-0.001	-0.005	0.013
Si	12.239	4.069	5.476	0	-0.002	0.008
Si	14.984	6.801	5.455	-0.006	-0.013	0.006
Si	12.24	9.523	5.467	-0.001	-0.003	0.009
Si	14.954	12.254	5.436	0.003	-0.001	0.01
Si	2.717	16.329	6.809	-0.009	0.003	-0.005
Si	5.437	2.71	6.783	-0.003	-0.003	0
Si	2.722	5.44	6.806	-0.006	0	0.001
Si	5.443	8.183	6.805	-0.001	0	0.002
Si	2.726	10.889	6.771	0.005	0.001	0.002
Si	5.433	13.594	6.794	0.001	0.002	-0.002
Si	8.145	16.305	6.79	-0.003	0.003	0.005
Si	10.879	2.706	6.825	0.006	0	0.001
Si	8.157	5.445	6.809	0.007	0.002	-0.005
Si	10.88	8.16	6.818	-0.001	-0.001	0.005
Si	8.164	10.874	6.81	0.009	-0.005	0
Si	10.88	13.608	6.792	-0.012	-0.003	-0.001
Si	13.6	16.303	6.807	0.001	0.008	-0.002
Si	-0.007	2.713	6.812	-0.002	0.002	0.001
Si	13.607	5.445	6.81	-0.004	-0.002	0.004
Si	0.021	8.174	6.794	0	0	-0.006
Si	13.603	10.892	6.807	-0.003	-0.002	-0.003
Si	0.01	13.602	6.792	0.008	0.007	0.003
Si	1.359	1.363	8.171	0.008	0.01	0
Si	4.087	4.076	8.154	-0.003	0.004	-0.003
Si	1.365	6.805	8.161	0.005	-0.004	-0.001
Si	4.077	9.537	8.155	0.001	-0.004	-0.003
Si	1.368	12.239	8.147	-0.009	0.004	-0.003
Si	4.077	14.957	8.157	-0.004	0	-0.005
Si	6.793	1.352	8.15	0.003	-0.001	-0.007
Si	9.521	4.083	8.167	0.003	0.003	-0.004
Si	6.796	6.808	8.161	0.004	0	0.002
Si	9.517	9.517	8.173	-0.016	-0.011	-0.001
Si	6.8	12.241	8.159	0.004	-0.001	-0.006
Si	9.518	14.961	8.156	0.008	0.003	-0.001
Si	12.241	1.342	8.172	-0.009	-0.01	0.005
Si	-1.362	4.077	8.17	-0.006	-0.012	-0.004
Si	12.247	6.803	8.168	0.01	0.011	0
Si	-1.349	9.528	8.154	0.001	0.004	0.004
Si	12.233	12.245	8.16	-0.002	0	-0.009
Si	-1.35	14.956	8.162	-0.002	0.007	-0.01
Si	-0.002	16.32	9.526	0.001	-0.004	-0.002
Si	2.725	2.724	9.521	-0.007	0.001	-0.002
Si	0.004	5.443	9.519	-0.008	0.005	-0.002
Si	2.725	8.167	9.516	0.003	-0.001	0.003
Si	0.009	10.884	9.514	0.009	0	-0.002
Si	2.719	13.599	9.516	-0.002	0.001	0
Si	5.439	16.315	9.516	0	0.003	-0.006
Si	8.155	2.715	9.512	-0.004	-0.005	-0.004
Si	5.439	5.442	9.516	0.001	-0.006	-0.003
Si	8.158	8.159	9.528	0.01	0.003	0.001
Si	5.439	10.885	9.522	-0.001	0.004	-0.001
Si	8.161	13.598	9.518	0.004	0	0
Si	10.876	16.311	9.527	-0.003	0.007	0.002
Si	13.599	2.714	9.526	0.001	-0.001	-0.001
Si	10.885	5.44	9.524	-0.002	0.003	-0.003
Si	13.607	8.169	9.516	-0.006	-0.009	0.001
Si	10.877	10.885	9.523	-0.003	-0.005	-0.001
Si	13.6	13.6	9.518	0.006	0.003	-0.006
Si	1.358	14.957	10.877	-0.003	0.005	0.001
Si	4.084	17.678	10.875	0.001	-0.003	0
Si	1.365	4.084	10.88	0.011	-0.004	0.001
Si	4.083	6.806	10.877	-0.003	-0.001	0
Si	1.364	9.526	10.876	-0.009	-0.002	-0.002
Si	4.079	12.243	10.881	0.003	0.004	0
Si	6.799	14.957	10.878	0.001	0.005	-0.001
Si	9.516	17.678	10.875	0.007	0	0.003
Si	6.8	4.08	10.871	0.005	0.006	-0.001
Si	9.525	6.801	10.881	-0.006	-0.005	-0.002
Si	6.798	9.523	10.884	0	-0.011	-0.002
Si	9.517	12.24	10.887	-0.003	0.004	-0.001
Si	12.239	14.953	10.886	-0.007	0	0.002
Si	-1.36	17.678	10.889	0.001	0.001	0.001
Si	12.241	4.078	10.883	-0.002	-0.007	0.002
Si	-1.356	6.806	10.874	-0.001	0.002	0.001
Si	12.24	9.523	10.875	0.005	0.008	0.001
Si	-1.359	12.238	10.872	-0.002	-0.002	0
Si	2.722	16.318	12.231	-0.001	-0.002	0
Si	5.443	2.722	12.233	0	-0.004	0.004
Si	2.723	5.448	12.238	-0.005	0.002	0.004
Si	5.443	8.16	12.245	0.005	0.002	0.005
Si	2.723	10.88	12.241	0.004	0.004	0.004
Si	5.438	13.599	12.242	-0.002	0.002	0.006
Si	8.162	16.314	12.235	0.003	0.005	-0.002
Si	10.876	2.716	12.237	-0.014	-0.002	0.006
Si	8.162	5.438	12.23	0.003	-0.004	0.003
Si	10.882	8.164	12.24	0	-0.004	0
Si	8.157	10.881	12.247	0.002	0.003	0.001
Si	10.882	13.593	12.251	0.002	0	0.003
Si	13.596	16.316	12.246	-0.004	0.001	0.001
Si	0.007	2.721	12.241	-0.005	0.002	0.001
Si	13.605	5.446	12.232	0.003	0.004	0.002
Si	-0.002	8.172	12.233	0.005	-0.002	0.001
Si	13.599	10.881	12.232	0.001	-0.006	0
Si	-0.002	13.596	12.235	0.001	0.002	0
Si	1.374	17.68	13.597	0.006	-0.011	0
Si	4.088	4.088	13.593	-0.004	0.002	0.007
Si	1.359	6.816	13.587	-0.007	0.011	0.001
Si	4.086	9.525	13.604	0.001	-0.017	0.006
Si	1.355	12.237	13.596	-0.003	0	0.004
Si	4.067	14.953	13.596	0	0.013	0
Si	6.806	17.679	13.587	0.005	-0.006	0.004
Si	9.519	4.084	13.591	0.002	-0.001	0
Si	6.809	6.794	13.596	0.012	-0.007	-0.002
Si	9.517	9.516	13.604	-0.005	0.006	0.007
Si	6.795	12.24	13.608	-0.004	0.006	0.003
Si	9.516	14.956	13.604	-0.002	0.004	0.002
Si	12.228	17.674	13.601	-0.001	0.009	0.008
Si	-1.355	4.089	13.592	0.004	-0.002	0.005
Si	12.253	6.81	13.594	-0.004	-0.007	0.007
Si	-1.366	9.527	13.596	-0.012	0.012	-0.003
Si	12.241	12.225	13.607	0.001	-0.001	0.003
Si	-1.363	14.949	13.598	0.008	-0.004	0.006
Si	0.017	16.303	14.941	-0.004	0.007	-0.001
Si	2.727	2.736	14.954	0.006	-0.001	-0.002
Si	-0.006	5.469	14.948	0.006	0.002	0
Si	2.72	8.165	14.953	-0.005	0.003	-0.002
Si	-0.012	10.886	14.956	0.003	-0.004	-0.003
Si	2.71	13.588	14.963	0.003	0.003	-0.001
Si	5.435	16.32	14.931	0.001	-0.002	-0.004
Si	8.165	2.719	14.95	-0.001	0.003	0.007
Si	5.456	5.436	14.96	0.005	-0.002	-0.003
Si	8.157	8.155	14.966	0.005	-0.011	0.002
Si	5.439	10.883	14.977	0.002	0.008	0.004
Si	8.16	13.594	14.967	0.001	-0.002	-0.003
Si	10.87	16.313	14.972	0	-0.003	-0.003
Si	-2.724	2.727	14.938	0.004	-0.003	-0.004
Si	10.886	5.449	14.937	-0.006	0.005	-0.003
Si	-2.717	8.173	14.968	0.008	0.002	0.004
Si	10.884	10.86	14.971	-0.002	-0.004	-0.002
Si	-2.718	13.585	14.965	-0.007	0.004	0.004
O	8.144	5.462	22.152	-0.032	-0.135	0.226
O	5.977	19.253	32.345	0.395	-0.169	0.143
O	9.759	7.311	23.105	0.407	-0.067	0.184
O	-3.686	13.395	30.193	0.416	0.17	-0.124
O	7.518	11.577	25.072	0.295	0.24	0.175
O	-0.037	12.131	27.596	-0.07	0.244	-0.011
O	7.327	15.159	22.991	0.051	0.103	0.197
O	10.949	18.948	22.187	0.085	0.038	0.449
O	5.774	13.184	29.768	-0.406	-0.188	-0.033
O	-3.93	7.392	33.171	-0.099	0.018	-0.34
O	4.196	4.649	33.195	0.115	0.134	-0.302
O	-2.675	10.928	22.268	-0.011	-0.019	0.442
O	1.677	8.658	25.557	-0.364	-0.209	0.226
O	-2.679	16.3	32.038	-0.345	-0.419	-0.178
O	3.57	11.97	23.061	-0.117	-0.574	0.038
O	-3.938	18.264	33.113	0.106	0.148	-0.069
O	-0.167	10.585	25.455	-0.29	-0.141	-0.155
O	1.687	9.349	28.96	-0.516	0.315	-0.061
O	-1.453	5.871	23.017	0.345	-0.127	0.18
O	8.173	13.743	28.901	0.224	-0.091	0.197
O	3.95	6.126	23.056	0.034	-0.003	0.308
O	1.759	4.671	23.005	-0.293	0.154	0.144
O	4.928	13.968	32.212	-0.714	0.12	-0.208
O	0.332	19.252	29.482	0.172	-0.177	0.11
O	0.187	20.106	32.088	-0.012	0.343	-0.028
O	-5.504	19.918	31.918	-0.199	-0.165	0.03
O	3.718	3.903	24.575	0.202	0.238	0.191
O	-1.738	17.406	22.923	-0.395	-0.123	-0.101
O	0.384	13.685	25.186	-0.322	-0.445	0.11
O	3.287	17.645	29.576	-0.007	-0.184	-0.023
O	1.193	17.947	27.241	0.26	-0.219	0.388
O	-4.647	19.514	29.366	-0.077	0.094	-0.35
O	-3.56	4.301	23.182	-0.16	-0.027	0.197
O	9.072	11.816	23.002	-0.041	0.214	0.27
O	7.547	6.717	29.997	-0.037	0.183	0.538
O	-2.138	5.616	32.44	0.585	-0.375	0.06
O	-0.008	14.501	32.102	-0.228	-0.09	0.028
O	6.94	7.424	33.147	0.012	-0.066	-0.529
O	8.764	10.968	32.3	-0.246	-0.109	-0.361
O	-2.899	8.876	25.714	0.455	0.192	-0.068
O	9.708	4.96	29.972	0.011	0.136	-0.595
O	6.561	17.087	27.085	-0.322	-0.254	0.419
O	-1.692	6.501	30.046	0.184	0.403	0.137
O	3.479	11.086	32.494	0.304	0.24	-0.221
O	6.47	15.484	30.865	-0.072	0.036	-0.022
O	2.637	16.285	22.117	0.139	-0.025	0.495
O	-1.204	10.063	33.084	-0.033	-0.003	-0.405
O	2.441	6.154	25.149	-0.399	-0.161	0.24
O	-1.111	12.859	23.151	0.048	-0.026	0.293
O	8.651	19.484	24.402	0.35	-0.214	-0.524
O	1.607	18.265	33.156	-0.177	0.037	-0.458
O	3.98	15.134	30.061	-0.139	-0.309	-0.48
O	6.44	12.456	27.297	-0.175	0.323	-0.153
O	4.153	18.123	23.08	0.574	0.308	0.021
O	6.626	18.002	30.144	-0.191	-0.005	-0.62
O	9.378	4.661	26.354	0.578	0.192	0.148
O	9.217	17.017	22.821	0.136	0.009	0.086
O	-4.156	13.942	24.986	0.135	-0.255	-0.238
O	2.303	7.144	27.593	0.226	-0.557	0.157
O	-4.712	13.784	32.507	0.125	0.095	-0.117
O	5.333	9.245	32.213	0.375	-0.095	-0.574
O	-1.561	15.251	24.343	-0.498	-0.111	0.011
O	-1.849	5.704	27.531	-0.296	0.071	-0.2
O	8.566	5.644	32.187	0.482	-0.149	0.115
O	-2.77	8.001	28.231	-0.548	-0.127	0.448
O	1.485	15.928	30.422	-0.128	0.416	-0.032
O	8.836	15.714	27.306	0.335	-0.333	-0.213
O	5.45	13.567	22.151	0.167	0.047	0.249
O	-0.185	7.643	28.209	0.046	0.264	-0.411
O	-5.123	11.467	31.423	-0.036	0.104	0.019
O	1.605	12.762	33.168	-0.068	-0.108	-0.378
O	10.866	13.515	21.963	-0.062	-0.263	0.351
O	1.814	13.965	27.379	0.22	0.43	0.162
O	9.705	15.466	33.164	0.071	0.007	-0.38
O	-3.642	13.773	27.558	0.411	0.377	0.174
O	-0.889	17.919	31.298	0.372	-0.08	0.268
O	7.972	16.573	25.02	-0.464	0.004	-0.204
O	2.524	19.879	28.368	0.198	0.681	-0.283
O	11.093	19.029	25.467	0.24	0.248	-0.06
O	4.64	19.815	30.157	-0.259	0.475	0.393
O	-3.382	6.554	24.553	-0.124	-0.123	0.403
O	-0.41	17.423	25.248	-0.211	0.507	0.071
O	9.389	10.626	27.444	-0.306	-0.148	-0.547
O	-5.736	9.059	32.272	0.061	-0.23	-0.156
O	3.021	13.708	25.015	0.4	0.468	-0.269
O	7.495	11.183	29.251	-0.286	-0.108	0.501
O	6.131	9.863	26.468	0.452	-0.163	0.108
O	3.871	9.914	27.637	-0.124	0.398	-0.274
O	9.705	14.759	24.093	-0.212	-0.617	0.003
O	-1.879	20.239	30.479	-0.292	-0.252	-0.372
O	0.361	8.104	32.288	-0.191	0.042	-0.414
O	-3.909	8.865	23.243	-0.29	-0.108	0.006
O	-4.057	5.389	30.609	-0.021	0.562	-0.13
O	-2.73	12.016	32.231	0.24	0.213	-0.622
O	7.51	6.153	27.529	-0.123	-0.308	0.114
O	7.129	5.214	25.075	-0.547	0.439	-0.191
O	8.923	18.332	26.762	-0.058	-0.01	0.37
O	6.327	19.171	25.561	-0.17	0.199	0.258
O	1.508	7.04	30.125	0.001	-0.352	-0.284
O	6.975	12.696	33.142	-0.069	-0.02	-0.449
O	-1.882	10.384	27.511	0.106	-0.103	0.409
O	0.583	13.569	29.686	-0.265	-0.552	0.14
O	1.297	9.928	23.296	0.348	0.452	0.181
O	-4.753	11.777	26.17	-0.397	-0.092	-0.615
O	8.672	16.255	29.809	0.451	0.358	0.07
O	-1.939	4.423	25.288	-0.01	-0.203	-0.139
O	9.619	9.91	30.027	0.066	-0.115	-0.202
O	-2.835	17.58	29.602	0.039	-0.034	-0.098
O	5.442	8.141	22.209	0.104	0.134	0.54
O	0.626	14.794	22.88	0.224	0.239	0.342
O	0.023	3.932	27.09	0.248	0.088	-0.366
O	2.352	11.833	28.763	0.426	0.077	0.101
O	-0.056	7.999	22.263	-0.104	0.051	0.243
O	2.84	8.617	31.849	0.138	-0.038	0.28
O	1.734	15.913	25.658	0.143	-0.062	-0.057
O	-1.095	15.615	30.022	-0.383	-0.017	-0.548
O	-4.278	15.548	23.024	0.297	0.376	0.185
O	11.014	8.101	25.287	0.005	-0.046	0.743
O	0.041	19.137	22.144	-0.223	-0.103	0.273
O	6.458	3.677	23.009	-0.337	-0.192	0.067
O	3.38	16.693	32.089	0.594	-0.161	0.133
O	-2.479	19.497	27.677	-0.019	-0.21	-0.098
O	7.214	20.519	30.399	0.089	0.012	-0.266
O	2.219	6.181	32.426	-0.066	-0.192	-0.097
O	4.918	11.896	25.291	0.095	0.26	0.082
O	9.102	9.56	24.358	0.303	0.239	0.182
O	4.895	18.938	27.817	0.264	0.24	0.127
O	3.965	10.225	30.128	0.512	0.004	-0.31
O	1.95	18.314	24.674	-0.331	0.105	-0.403
O	8.086	8.657	28.372	0.132	0.104	-0.426
O	-5.33	12.139	28.677	-0.571	-0.253	0.389
O	4.26	17.731	25.645	-0.213	-0.31	0.28
O	8.02	17.184	32.175	-0.031	0.598	-0.061
O	-4.465	9.773	27.755	-0.402	-0.218	0.354
O	7.009	10.122	22.955	-0.293	0.354	0.397
O	-4.296	17.686	27.492	-0.127	-0.567	0.345
O	11.109	16.366	25.417	-0.377	-0.219	0.12
O	5.66	7.912	28.249	-0.263	-0.201	0.359
O	-2.955	17.505	25.195	0.102	0.307	-0.049
O	8.661	7.204	25.518	-0.317	0.212	0.106
O	4.233	7.955	26.01	0.299	-0.329	-0.536
O	2.384	11.189	25.283	-0.003	0.009	0.464
O	-2.137	12.392	25.887	0.073	0.266	-0.302
O	-5.692	14.715	28.999	0.349	0.514	0.356

Results
total energy: -101657.837 eV
total energy less fixed offsets of O -438.35, Si -107.03 eV per atom: -4.637 eV
